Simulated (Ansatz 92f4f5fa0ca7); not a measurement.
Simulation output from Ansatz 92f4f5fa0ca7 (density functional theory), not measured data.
Periodic cell of 255 atoms, Si165O90, from a study of silicon, its oxide and their interface. The atomic structure is a simulated model.
Doubt: the cutoff is far below the 930 eV that the study's wrapper takes by default for these files, so forces and energies are approximate.
This geometry differs little from another in the collection (a relaxation step or a small displacement).

Settings
functional: PBE
potential files: Ansatz PAW
basis: plane waves
wave-function cutoff: 580 eV
density cutoff ratio: 5
exchange-correlation grid ratio: 1
k mesh: 1 x 1 x 1, Gamma-centred
self-consistency stop: 5e-08 eV per atom in the density residual
occupations: fixed
spin: none
net charge: 0

Cell vectors (angstrom)
a  10.938  0  0
b  0  10.938  0
c  0  0  37.9137

Atoms: element, x, y, z (angstrom)
Si  0  0  0.683
Si  5.469  0  0.683
Si  2.7345  2.7345  0.683
Si  8.2035  2.7345  0.683
Si  0  5.469  0.683
Si  5.469  5.469  0.683
Si  2.7345  8.2035  0.683
Si  8.2035  8.2035  0.683
Si  1.3673  1.3673  2.0503
Si  6.8362  1.3673  2.0503
Si  4.1018  4.1018  2.0503
Si  9.5708  4.1018  2.0503
Si  1.3673  6.8362  2.0503
Si  6.8362  6.8362  2.0503
Si  4.1018  9.5708  2.0503
Si  9.5708  9.5708  2.0503
Si  2.7345  0  35.8622
Si  8.2035  0  35.8622
Si  0  2.7345  35.8622
Si  5.469  2.7345  35.8622
Si  2.7345  5.469  35.8622
Si  8.2035  5.469  35.8622
Si  0  8.2035  35.8622
Si  5.469  8.2035  35.8622
Si  4.1018  1.3673  37.2294
Si  9.5708  1.3673  37.2294
Si  1.3673  4.1018  37.2294
Si  6.8362  4.1018  37.2294
Si  4.1018  6.8362  37.2294
Si  9.5708  6.8362  37.2294
Si  1.3673  9.5708  37.2294
Si  6.8362  9.5708  37.2294
Si  0.0962  -0.2418  27.7637
Si  5.2582  0.1113  27.6338
Si  2.9758  2.3262  27.6573
Si  7.8417  3.0979  27.7441
Si  -0.4036  5.7439  27.5365
Si  5.6198  5.3373  27.8158
Si  2.3518  8.5125  27.8162
Si  8.2285  7.8945  27.828
Si  1.3333  1.3173  29.0231
Si  6.7838  1.3593  28.9579
Si  4.0058  4.0516  28.9533
Si  9.5145  4.1546  28.9986
Si  1.2143  6.8141  28.9554
Si  6.7803  6.7691  29.246
Si  4.0475  9.5813  29.0504
Si  9.4579  9.5198  29.0431
Si  2.7036  0.002  30.4447
Si  8.1486  0.0213  30.3629
Si  -0.0314  2.7532  30.324
Si  5.4097  2.72  30.367
Si  2.645  5.4563  30.3014
Si  8.2039  5.4269  30.5184
Si  -0.0927  8.1635  30.4154
Si  5.3938  8.2195  30.441
Si  4.0661  1.3823  31.7814
Si  9.5501  1.3734  31.7182
Si  1.321  4.1077  31.7252
Si  6.795  4.0422  31.7838
Si  4.0258  6.8033  31.7334
Si  9.5367  6.8324  31.8416
Si  1.3239  9.5356  31.7558
Si  6.7916  9.5994  31.7635
Si  -0.0236  -0.0007  33.1035
Si  5.4332  0.0109  33.1402
Si  2.696  2.7544  33.1174
Si  8.1855  2.7016  33.1332
Si  -0.0156  5.4554  33.1475
Si  5.432  5.4551  33.108
Si  2.6952  8.1788  33.1258
Si  8.1592  8.2255  33.143
Si  1.3526  1.361  34.4825
Si  6.8241  1.3493  34.5052
Si  4.0831  4.0957  34.4922
Si  9.5533  4.0826  34.496
Si  1.3531  6.8191  34.5072
Si  6.8098  6.8251  34.4869
Si  4.0808  9.5526  34.4883
Si  9.5592  9.5743  34.4919
Si  2.7468  0.0018  3.4151
Si  8.2092  0.0107  3.4071
Si  0.0134  2.7501  3.4174
Si  5.4896  2.7389  3.4062
Si  2.7557  5.494  3.409
Si  8.2191  5.468  3.4205
Si  0.0159  8.1994  3.4026
Si  5.4827  8.2178  3.4189
Si  4.1391  1.3663  4.7618
Si  9.5796  1.3708  4.7671
Si  1.3843  4.1441  4.7641
Si  6.8688  4.0809  4.784
Si  4.1423  6.8349  4.7901
Si  9.6083  6.8327  4.7718
Si  1.4108  9.529  4.7662
Si  6.8675  9.5754  4.7809
Si  0.006  -0.0476  6.0604
Si  5.5061  0.0052  6.1477
Si  2.7932  2.7889  6.0659
Si  8.2343  2.7284  6.1773
Si  0.0415  5.5028  6.1738
Si  5.5345  5.4723  6.1374
Si  2.7809  8.1819  6.18
Si  8.248  8.1931  6.1205
Si  1.3998  1.3685  7.285
Si  6.8663  1.3477  7.5497
Si  4.1512  4.1322  7.4873
Si  9.6037  4.1356  7.5227
Si  1.4228  6.8373  7.5943
Si  6.94  6.81  7.506
Si  4.1876  9.5435  7.5187
Si  9.6167  9.5367  7.488
Si  2.7715  0.0835  8.6687
Si  9.8061  1.1971  10.0317
Si  0.0783  2.6876  8.6917
Si  5.5366  2.7957  8.8725
Si  2.8218  5.469  8.9462
Si  8.3155  5.5074  8.9792
Si  0.0611  8.2381  8.9446
Si  5.5975  8.1696  8.8828
Si  3.9063  1.593  10.0496
Si  8.2312  -0.0749  8.8739
Si  1.6548  3.7401  10.0577
Si  6.6733  4.3723  10.2448
Si  4.46  6.6353  10.2397
Si  9.5181  7.0523  10.3793
Si  1.1827  10.0109  10.0339
Si  7.1969  9.2283  10.2763
O  8.4827  2.6682  26.3032
O  2.3552  2.7499  26.1903
O  8.3415  8.1466  10.8311
O  0.7423  4.2212  11.3342
O  17.6468  4.2164  27.3006
O  -0.6957  11.4228  26.5105
O  7.3049  3.766  11.6427
O  -1.7869  1.8837  11.3694
O  3.9941  7.4526  11.5963
O  6.4542  9.825  11.6233
O  10.274  6.4186  11.7398
O  12.9301  20.6032  11.4192
O  4.5319  0.7507  11.3087
O  2.7833  2.6671  10.6346
O  10.9594  11.0725  10.5352
O  5.5364  16.4105  10.7295
O  7.2801  8.2667  26.5395
O  5.1494  6.1966  26.4776
O  15.0824  12.1871  27.2143
O  14.0039  7.8879  26.4817
O  12.1851  -1.3253  27.248
O  0.0029  5.238  26.0199
O  -1.541  6.8957  27.2361
O  5.8242  10.4243  26.201
Si  8.4533  2.8501  24.6867
Si  -0.0579  4.8061  24.4371
Si  0.5054  6.9595  22.1623
Si  11.2344  0.7182  20.7347
Si  3.4905  -1.2138  17.259
Si  7.9743  7.4062  15.2458
Si  3.726  0.4074  14.5064
Si  3.7353  6.5985  25.7799
Si  10.3193  6.0379  16.6294
Si  6.3984  3.2412  20.7841
Si  7.9543  2.4371  12.3256
Si  -1.5657  9.8272  18.879
Si  11.6576  3.8856  15.0788
Si  5.918  7.6206  17.3694
Si  5.4206  3.0717  23.5018
Si  9.3015  2.9511  20.2539
Si  5.3505  6.0307  14.9312
Si  5.6973  11.1079  12.2847
Si  7.4367  7.5716  20.0802
Si  11.6928  9.7265  23.0999
Si  -1.3225  0.1501  25.0317
Si  5.2126  2.6872  18.2203
Si  3.1308  7.9034  23.0742
Si  0.5351  8.7378  16.8129
Si  11.4666  5.4564  12.365
Si  5.2766  11.6485  21.7866
Si  6.8993  9.4215  25.4654
Si  -1.5507  1.8746  14.8614
Si  3.1724  0.7759  19.666
Si  1.6586  9.7835  13.0069
Si  -1.0741  5.8327  19.7493
Si  3.1447  7.2284  12.9773
Si  2.6792  3.8897  25.0752
Si  5.934  -2.1378  22.5039
Si  9.958  9.7876  14.4292
Si  3.9511  3.4116  15.3811
Si  8.0487  1.4278  17.7039
O  6.4163  1.6558  17.7427
O  3.6461  -0.1653  16.0254
O  5.5531  3.863  22.0517
O  2.146  6.9419  22.1934
O  8.8254  8.5892  14.4694
O  -1.472  4.029  24.1883
O  2.469  8.5376  13.6631
O  -4.1417  1.3261  12.5516
O  9.2778  0.325  14.3403
O  6.1714  1.6171  20.7713
O  5.8951  3.756  19.3006
O  4.1323  6.7608  14.1599
O  4.4862  3.3511  16.9249
O  7.2693  8.1045  16.5603
O  5.332  6.3136  16.5582
O  8.9687  6.2018  15.7273
O  6.7863  6.6464  14.3775
O  6.8983  3.1348  24.2289
O  -0.4422  8.9524  18.092
O  3.9486  2.0274  19.0026
O  6.285  7.3182  18.934
O  -0.0908  6.0399  23.3706
O  8.3429  8.8483  19.6525
O  8.5925  2.8075  13.7761
O  8.4814  -0.1416  17.8957
O  1.3382  3.9617  24.1249
O  6.8255  7.8103  21.5739
O  0.0367  9.6103  13.1589
O  1.5818  1.1271  19.8037
O  9.9667  6.2222  18.191
O  8.6208  1.9918  16.2906
O  11.3407  7.2338  16.209
O  -0.0318  8.483  22.3969
O  10.1677  4.256  19.882
O  2.2173  9.168  23.6119
O  0.0096  9.8223  15.7243
O  8.7808  2.2521  18.89
O  3.8113  0.4295  21.1306
O  8.361  6.238  20.233
O  5.014  4.4476  14.6728
O  2.2944  11.1193  13.7175
O  4.9635  -0.2881  13.6737
O  8.2749  10.1898  25.1198
O  -2.9501  3.444  21.0943
O  9.1528  1.4595  24.1644
O  3.8611  7.0061  24.2213
O  3.4064  -0.4988  18.7049
O  2.3555  3.8373  15.2432
O  0.9196  10.9615  22.0601
O  4.7875  8.7693  17.2906
O  6.2973  8.7392  24.1035
O  2.1053  -2.0375  17.121
O  4.372  8.452  22.1958
O  11.141  4.8094  13.8207
O  10.318  12.9523  21.116
O  6.1716  -0.6144  22.0019
O  11.0319  4.5994  16.409
O  4.0723  1.9919  14.6044
O  1.9442  6.2293  12.5303
O  5.0817  1.4949  23.2086
O  10.8054  10.2536  24.3311
O  2.777  5.2935  25.9078
O  0.0513  6.5569  20.6645
O  10.2136  -0.2791  19.9777
O  4.1326  3.6698  24.3239
O  10.9476  2.4033  14.9684

Results
free energy: -156081.483 eV
free energy less fixed offsets of O -568.88, Si -635.61 eV per atom: -6.633 eV

Forces (eV/angstrom), in the order of the atoms: element, x, y, z
Si  -0.0273  -0.0183  -0.0109
Si  -0.0135  -0.0152  -0.011
Si  -0.0102  -0.0276  -0.0042
Si  0.0148  -0.0412  -0.0105
Si  0.0211  -0.0518  -0.0074
Si  -0.005  -0.0155  -0.0046
Si  -0.0209  -0.0239  -0.0122
Si  -0.0168  -0.0379  0.0051
Si  0.0305  0.0037  0.0247
Si  0.0398  -0.0036  -0.1645
Si  0.0468  0.0117  -0.0208
Si  0.0268  0.0003  -0.0652
Si  0.0924  0.0165  -0.1816
Si  0.0542  -0.0173  0.0607
Si  0.0538  0.0148  -0.0566
Si  0.0756  0.0341  -0.027
Si  -0.0853  -0.0079  -0.0849
Si  -0.0075  -0.0369  0.1013
Si  -0.0386  -0.082  -0.0034
Si  -0.054  0.0209  -0.0216
Si  0.0143  -0.0198  0.0939
Si  -0.0897  -0.0071  -0.0725
Si  -0.0782  0.0267  -0.0133
Si  -0.0945  -0.0451  -0.006
Si  0.018  0.0078  -0.0083
Si  0.0073  0.0312  0.0042
Si  0.0046  0.0138  -0.0102
Si  -0.0024  0.0332  0.0075
Si  0.0011  0.0338  0.0116
Si  -0.0027  0.0487  -0.0012
Si  0.0191  0.0389  0.0027
Si  0.0277  0.0145  -0.0055
Si  -0.0179  0.0142  0.0393
Si  0.0236  -0.0238  -0.011
Si  -0.0213  0.0303  0.0151
Si  0.0131  -0.0254  0.0185
Si  0.0232  -0.011  0.014
Si  -0.0254  0.0149  0.0215
Si  0.025  -0.0263  0.0099
Si  -0.0109  -0.0078  -0.0064
Si  -0.0113  0.0091  -0.0067
Si  0.0089  0.0037  0.0111
Si  -0.0018  0.0008  0.0071
Si  0.0047  -0.0061  -0.0031
Si  -0.0043  -0.0026  0.0152
Si  0.0057  0.0147  -0.0057
Si  0.0001  -0.0063  0.0058
Si  0.0055  0.0128  0.0032
Si  -0.0006  -0.0034  0.0247
Si  -0.0014  0.0063  0.0056
Si  0.0006  -0.0036  0.0023
Si  0.0045  -0.0016  0.0177
Si  0.0038  0.0022  0.0083
Si  0.0024  0.001  0.0275
Si  -0.0036  -0.0098  0.0192
Si  -0.0028  0.0002  0.0101
Si  -0.0061  0.0024  0.0058
Si  -0.0009  -0.0045  0.0008
Si  0.0008  0.0044  0.0038
Si  0.0058  -0.0021  0.0034
Si  0.0002  -0.005  0.0009
Si  -0.0036  0.0042  -0.0051
Si  0.0084  0.0047  0.0058
Si  -0.003  0.0023  -0.0027
Si  -0.0003  0.0006  0.0017
Si  0.0013  -0.002  0.0052
Si  0.0058  -0.0087  0.0057
Si  -0.0032  0.0077  0.0002
Si  -0.0026  -0.0002  0.005
Si  -0.0035  0.0022  0.0031
Si  -0.003  0.0035  0.002
Si  0.0027  -0.0079  0.005
Si  -0.0025  0.0013  0.0049
Si  0.002  -0.0003  0.0046
Si  -0.0025  0.004  0.0044
Si  0.0022  -0.0021  0.0041
Si  0.0041  -0.0018  0.0028
Si  -0.0009  0.0027  0.0045
Si  0.0009  -0.0007  0.005
Si  -0.0027  0.0011  0.0045
Si  0.0035  -0.004  0.0001
Si  -0.0014  0.0013  0.0001
Si  -0.0025  0.0007  0.0005
Si  0.0032  -0.0006  -0.0005
Si  -0.0038  -0.0002  0.0013
Si  0.0022  -0.0032  -0.0024
Si  0.0029  -0.0025  -0.0006
Si  -0.002  0.0013  -0.0007
Si  -0.0035  0.0006  0.0016
Si  -0.0013  0.002  0.0005
Si  0.0064  -0.0044  -0.0002
Si  -0.0044  0.0057  -0.0004
Si  0.0017  0.0019  -0.0002
Si  0.001  0.0026  0.0025
Si  -0.0055  0.01  0.0038
Si  0.0016  -0.0032  -0.0003
Si  0.0103  0.0003  0.0039
Si  0.0025  -0.0001  0.0008
Si  -0.0064  0.0002  0.0016
Si  0.0042  -0.0016  0.0046
Si  -0.0024  0.0024  0.0045
Si  -0.0022  -0.0052  -0.0049
Si  -0.0007  -0.0029  0.0009
Si  -0.0007  0.0051  -0.0027
Si  -0.0027  -0.0054  -0.0299
Si  -0.0035  0.0058  -0.004
Si  0.005  0.0016  -0.022
Si  -0.0031  0.0002  -0.0086
Si  -0.0028  0.0017  -0.0032
Si  0.0088  -0.0041  -0.0071
Si  0.0035  -0.0018  0.0044
Si  0.0016  -0.0071  -0.0165
Si  0.0057  -0.0138  0.0094
Si  -0.0244  0.0172  0.0003
Si  -0.0009  0.0164  0.0027
Si  0.0004  -0.0105  0.0011
Si  -0.007  0.0027  0.0018
Si  -0.0032  0.0021  0.0051
Si  0.0047  0.0002  0.0045
Si  -0.0086  0.0106  -0.0003
Si  0.0311  -0.0184  -0.0175
Si  -0.0077  -0.002  0.0027
Si  -0.0182  0.0306  -0.0145
Si  0.0246  -0.0313  -0.0208
Si  -0.0386  0.0252  -0.0262
Si  0.0288  -0.0176  -0.0271
Si  0.0182  -0.0203  -0.0151
Si  -0.022  0.0341  -0.0244
O  -0.0013  0.0032  -0.0197
O  0.0026  -0.0043  -0.007
O  0.0005  0.0007  0.0326
O  0.0009  -0.0117  0.0083
O  0.0059  -0.0083  -0.0188
O  -0.0066  -0.0063  -0.0277
O  -0.001  0.0091  0.0115
O  0.0044  -0.0027  0.0031
O  -0.0017  0.0089  0.0259
O  -0.0046  -0.0032  0.02
O  -0.007  0.0004  0.0165
O  -0.0002  0.0017  0.0192
O  0.0007  -0.0023  0.0116
O  -0.005  0.006  0.0366
O  0.0005  -0.0054  0.0228
O  0.0168  -0.0141  0.0319
O  0.0082  0.024  -0.0058
O  0.0122  0.0014  -0.0054
O  0.0025  -0.0042  -0.0141
O  -0.0006  0.0127  0.0018
O  0.0009  0.0046  -0.0297
O  -0.0013  -0.0089  -0.0106
O  -0.0291  0.0217  -0.0095
O  0.0035  -0.0038  0.0019
Si  0.0055  -0.0027  0.0109
Si  0.0074  -0.0046  0.0152
Si  -0.0071  -0.0009  -0.0091
Si  -0.0069  0.0031  -0.0156
Si  0.0123  0.0011  0.0119
Si  0.003  0.0063  0.0087
Si  0.0067  -0.0092  -0.0029
Si  -0.008  0.007  0.0127
Si  -0.0121  0.0072  0.018
Si  0.0058  0.0039  -0.0107
Si  -0.0158  -0.0077  -0.0128
Si  0.0039  0.0011  0.0057
Si  -0.0143  0.0235  -0.019
Si  -0.0033  0.0127  0.0114
Si  0.0008  0.0041  0.0043
Si  0.0064  0.0064  -0.0015
Si  -0.015  0.0133  0.0083
Si  0.0122  0.0099  -0.019
Si  0.0041  -0.0016  -0.0106
Si  -0.0016  0.0113  -0.0029
Si  -0.0152  -0.0107  0.0195
Si  -0.0001  -0.0004  0.008
Si  0.0091  -0.0104  0.0162
Si  -0.0019  0.0057  0.0171
Si  0.0054  0.0105  -0.0089
Si  0.0029  0.0015  -0.0121
Si  0.0183  -0.0024  0.0049
Si  -0.0137  0.0062  -0.0073
Si  -0.0087  0.0039  -0.0012
Si  0.005  -0.011  -0.0352
Si  -0.0072  -0.0067  0.0009
Si  -0.0089  0.0018  -0.0304
Si  -0.0078  0.0007  0.0269
Si  0.0097  -0.0001  0.0136
Si  -0.0021  -0.0054  -0.0165
Si  0.0026  -0.0032  0.0149
Si  -0.0055  -0.0016  0.0082
O  0.0029  0.0025  -0.0012
O  0.0005  -0.0088  0.0108
O  -0.0009  0.0024  0.0072
O  0.0003  0.0007  0.0063
O  -0.0015  0.0005  0.0083
O  -0.0026  -0.0062  0.0032
O  -0.0051  0.0098  0.0075
O  0.0026  0.0007  0.0033
O  0.0047  -0.0033  0.0084
O  -0.0044  -0.0001  0.0094
O  -0.0001  0.0006  0.0035
O  0.0233  -0.0111  0.0229
O  -0.0077  0.0027  -0.017
O  -0.0036  -0.0029  -0.0031
O  0.001  -0.0018  -0.0088
O  0.0129  -0.0006  0.0098
O  0.0022  -0.0002  0.0018
O  -0.0012  0.0049  0.0023
O  0.0049  0.0018  -0.0114
O  0.0038  -0.0015  0.0034
O  0.0007  0.0067  -0.0059
O  0.0005  0.0082  -0.0032
O  -0.0081  -0.0068  0.0038
O  0.0126  -0.002  0.024
O  0.0025  0.0069  -0.0002
O  -0.0084  0.0018  -0.004
O  -0.0009  0.0026  0.0035
O  -0.0026  0.0068  0.0148
O  -0.0017  -0.0034  0.0107
O  0.013  -0.0037  -0.0199
O  0.0025  -0.0014  0.0018
O  -0.0067  -0.0056  0.0031
O  0.0005  -0.0044  0.0062
O  -0.0046  -0.0005  0.0042
O  -0.0012  0.0017  0.0022
O  -0.0002  0.0017  0.0043
O  0.0013  0.0049  0.0079
O  0.004  -0.0018  0.007
O  0.006  0.0045  0.0035
O  0.0007  -0.0021  0.0001
O  0.0019  0.0071  0.0153
O  -0.0185  0.0015  0.0254
O  -0.0031  -0.0003  0.0158
O  -0.0011  0.0012  0.0053
O  -0.0026  0.0061  0.0043
O  -0.0067  0.0071  -0.0108
O  0.0011  -0.0009  -0.0178
O  0.0088  -0.0039  0.0029
O  -0.0014  -0.0048  0.0105
O  -0.0035  0.0002  0.0005
O  0.0043  0.0072  0.0006
O  -0.0033  0.0039  -0.002
O  -0.0012  0.0039  -0.0005
O  0.0048  -0.0167  0.0276
O  -0.0035  0.001  0.0007
O  -0.0044  -0.0029  0.0065
O  -0.0018  0.0005  0.0028
O  -0.002  0.0055  0.0065
O  -0.0025  -0.0025  0.0084
O  -0.0036  -0.0009  0.0037
O  -0.0036  0.0016  0.0083
O  0.0022  -0.0066  -0.0138
O  0.0019  0.0021  0.0108
O  0.0044  -0.0005  0.0015
O  0.0112  -0.0057  -0.0074
O  0.0036  -0.0031  0.008

The program warned: the cutoff lies below the one the program advises for these potential files; the exchange-correlation potential is rough where the density is thin.
